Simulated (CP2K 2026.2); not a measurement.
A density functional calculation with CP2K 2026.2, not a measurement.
Periodic cell of 1152 atoms, Si864O288, from a study of silicon, its oxide and their interface. The atomic structure is a simulated model.
Doubt: the forces sum to 2.54 eV/angstrom along one axis rather than to zero, so they err by at least 0.0022 eV/angstrom per atom on average; the grid cutoff is modest.

Settings
functional: PBE
method: Gaussian and plane waves
basis set: DZVP-MOLOPT-SR-GTH
pseudopotentials: GTH-PBE
grid cutoff: 350 Ry, relative cutoff 50 Ry
k points: Gamma only
occupations: fixed
spin: none
net charge: 0

Cell vectors (angstrom)
a 32.64 0 0
b 0 16.32 0
c -0.7056 0.1203 38.7159

Atoms and the computed forces on them: element, x, y, z (angstrom), force x, y, z (eV/angstrom)
Si 0.9963 14.6684 38.6013 -0.1701 0.1655 0.7582
Si 3.6755 1.2026 38.5647 -0.1262 0.0671 0.7178
Si 0.7362 4.5068 0.0918 0.1838 -0.1025 0.7132
Si 3.0768 7.0657 38.6793 0.2059 -0.1688 0.7407
Si 1.7014 9.2643 0.1635 -0.1578 0.0344 0.6795
Si 3.2331 12.4212 38.6016 0.2671 -0.1002 0.7109
Si 6.0396 15.4225 38.52 0.0817 -0.2134 0.7231
Si 8.6528 2.0062 38.6541 0.153 -0.3127 0.6446
Si 7.0138 3.9914 0.1178 -0.2229 0.0734 0.7286
Si 9.1964 7.03 0.154 0.1414 -0.0006 0.7347
Si 6.2386 9.3016 38.6342 -0.1265 0.211 0.7303
Si 9.6789 11.9962 0.0117 -0.0631 0.1908 0.759
Si 12.6541 14.8075 0.0477 -0.3184 0.0964 0.7016
Si 14.718 1.7186 0.0965 0.0811 -0.1537 0.6792
Si 12.6143 4.0794 0.1265 -0.2462 0.0172 0.5948
Si 14.924 6.7958 0.253 -0.0979 0.3631 0.6715
Si 11.2167 9.9342 38.6709 0.2162 -0.1554 0.756
Si 14.8788 12.5665 0.1525 0.0388 -0.295 0.6251
Si 17.7898 14.8134 0.1767 -0.128 0.1923 0.7125
Si 20.2018 1.5101 0.1272 0.2267 -0.1356 0.7546
Si 18.0094 3.7579 0.0509 -0.3012 0.3074 0.6767
Si 20.0935 6.9486 0.1189 0.2015 -0.073 0.7151
Si 17.9956 9.2923 0.107 -0.1877 0.1153 0.7343
Si 20.0999 12.6711 0.1596 0.0569 -0.2247 0.734
Si 22.5931 14.781 38.643 -0.0676 0.1723 0.6938
Si 24.6801 1.7518 38.6149 0.3394 -0.145 0.7177
Si 22.5236 4.1036 38.6305 -0.2646 0.1824 0.7309
Si 24.8328 7.2104 38.6578 0.1924 -0.1628 0.7317
Si 23.2994 9.3086 0.0828 -0.0359 0.0706 0.6957
Si 24.9794 12.6502 38.6142 0.0809 -0.1896 0.6784
Si 28.8555 14.556 0.2286 -0.0409 0.0922 0.7813
Si 30.9773 1.5022 0.0397 0.2105 -0.1618 0.7154
Si 28.8984 3.8502 0.2057 -0.2147 0.0297 0.6944
Si 31.269 6.7164 0.6513 0.0869 -0.0565 0.473
Si 29.0429 8.9565 0.3428 -0.2024 0.1338 0.7106
Si 30.9751 12.2207 0.1861 0.2183 -0.0397 0.6695
Si 2.788 16.2302 1.1762 0.003 0.0059 -0.0616
Si 5.4198 2.6989 1.2506 -0.0004 0.0104 -0.0506
Si 2.5823 5.4267 1.2892 -0.0171 -0.0064 -0.0763
Si 5.4078 8.0648 1.3047 -0.0176 -0.0063 -0.0681
Si 2.8467 10.8496 1.4091 0.0034 0.0229 -0.0433
Si 5.5506 13.6096 1.0746 -0.0176 0.0181 -0.0285
Si 8.248 0.152 1.1815 -0.0037 0.007 -0.0418
Si 10.9333 2.9051 1.3311 0.0363 -0.008 -0.0313
Si 8.1168 5.4904 1.5192 0.0005 -0.001 -0.0401
Si 10.8285 8.2292 1.3397 0.0098 0.0068 -0.0667
Si 8.1044 10.8038 1.2685 0.0261 -0.0313 -0.0555
Si 10.9031 13.6553 1.2005 0.0195 -0.024 -0.0643
Si 13.6402 0.0911 1.4327 0.0107 0.0043 -0.0497
Si 16.3409 2.7823 1.396 -0.0225 0.0265 -0.031
Si 13.5728 5.5456 1.6319 0.0129 -0.0243 -0.0302
Si 16.3501 8.2224 1.4097 0.0042 0.0109 -0.0518
Si 13.5965 10.916 1.2547 0.0193 -0.024 -0.05
Si 16.3138 13.684 1.5728 0.0268 0 -0.0319
Si 19.0158 0.0184 1.4599 -0.0127 -0.0081 -0.0513
Si 21.7593 2.7618 1.3316 0.0084 0.0297 -0.058
Si 18.9716 5.4132 1.4432 -0.0233 -0.0096 -0.0587
Si 21.7458 8.1115 1.359 -0.0212 0.0131 -0.0486
Si 19.0729 10.9293 1.3776 0.0055 0.0092 -0.0412
Si 21.778 13.6521 1.4264 0.0314 -0.0078 -0.0595
Si 24.3902 16.3114 1.2706 0.0197 -0.0109 -0.0428
Si 27.136 2.6635 1.203 -0.0078 -0.0112 -0.058
Si 24.4329 5.4822 1.2698 0.0057 -0.0126 -0.0707
Si 27.1694 8.0563 1.3798 -0.0519 -0.017 -0.0416
Si 24.537 10.9107 1.2619 -0.0105 0.0108 -0.0549
Si 27.1628 13.5312 1.4379 -0.0085 -0.0086 -0.0744
Si 29.9489 16.235 1.4185 -0.0191 -0.005 -0.0613
Si 32.551 2.6895 1.3496 -0.0018 0.005 -0.0864
Si 29.8972 5.2609 1.7737 0.0151 -0.0323 -0.0173
Si 0.1116 8.2081 1.5833 0.0467 0.0274 -0.032
Si 29.9099 10.735 1.6121 -0.0093 0.0402 -0.0619
Si 0.0417 13.4908 1.2381 -0.0058 0.0009 -0.045
Si 1.4011 1.302 2.5619 -0.0066 -0.0174 -0.005
Si 4.0097 4.0436 2.5936 0.0232 0.0418 0.0071
Si 1.4236 6.7653 2.8484 0.0065 -0.0098 0.0286
Si 4.18 9.4863 2.7369 0.0074 -0.0199 0.0291
Si 1.3841 12.189 2.6897 -0.0222 -0.0107 0.0112
Si 4.168 14.91 2.565 0.0114 -0.0061 0.0264
Si 6.8403 1.4029 2.6341 -0.0043 -0.0121 0.0374
Si 9.5694 4.1637 2.7758 0.0077 0.0042 0.0193
Si 6.7045 6.795 2.7933 -0.011 0.015 0.0385
Si 9.4629 9.5379 2.7257 0.0073 0.0098 0.0406
Si 6.8104 12.2644 2.5688 -0.0149 -0.0071 -0.0051
Si 9.5485 15.037 2.5597 -0.0089 -0.0255 -0.0049
Si 12.1991 1.4326 2.7081 0.0085 0.0287 0.0173
Si 15.02 4.1394 2.821 0.0118 -0.0139 0.0294
Si 12.1321 6.9027 2.8031 -0.0177 0.0425 0.0109
Si 14.9353 9.586 2.692 -0.0022 0.0045 0.0144
Si 12.2382 12.2901 2.6435 -0.0187 0.02 0.0293
Si 14.9705 15.0838 2.8523 -0.0158 0.0019 0.0035
Si 17.644 1.3855 2.7831 -0.0216 -0.0028 0.0184
Si 20.4182 4.1004 2.7467 0.0135 0.0159 0.0073
Si 17.6283 6.7932 2.7881 -0.0114 0.0129 0.0104
Si 20.4364 9.5446 2.717 0.0019 -0.0031 0.0301
Si 17.6828 12.2253 2.7904 -0.0042 -0.0046 0.0206
Si 20.4232 15.0075 2.79 0.0087 0.0148 0.0211
Si 23.073 1.3448 2.6932 -0.0211 -0.0184 0.01
Si 25.822 4.0753 2.6135 0.0147 0.0026 0.0191
Si 23.0987 6.7732 2.7242 -0.01 -0.0134 0.0147
Si 25.8644 9.5363 2.6888 0.0151 0.0048 0.0068
Si 23.1343 12.2055 2.6922 0.0008 -0.0254 0.0146
Si 25.8044 14.993 2.6865 0.0122 0.0182 0.0063
Si 28.483 1.294 2.666 -0.0008 0.0288 0.0052
Si 31.3161 3.9025 2.9576 0.0265 -0.0163 0.0217
Si 28.4499 6.7185 2.8645 0.0082 0.0307 -0.0036
Si 31.3647 9.5133 2.9342 0.0022 0.0086 0.0038
Si 28.4822 12.1435 2.8222 0.0141 0.0028 0.0189
Si 31.3828 14.8912 2.6874 0.0154 -0.037 0.0115
Si 0.0647 16.2881 4.0205 -0.0077 0.0241 -0.0056
Si 2.7145 2.6663 3.9908 -0.0226 -0.0041 -0.0036
Si 0.0402 5.3816 4.1747 -0.0133 -0.0023 -0.0244
Si 2.7974 8.1557 4.1317 -0.0235 -0.0049 -0.0081
Si 0.0729 10.9109 4.1833 0.0155 0.0087 0.03
Si 2.7753 13.5918 3.9859 0.0136 0.0043 -0.0118
Si 5.4853 16.3043 3.9673 0.0009 -0.0084 -0.0219
Si 8.175 2.7449 4.0454 -0.0161 0.0053 -0.0065
Si 5.3513 5.3856 4.0568 -0.0175 -0.011 -0.0002
Si 8.1195 8.1712 4.0951 0.0181 -0.0027 -0.0064
Si 5.5033 10.9166 4.0333 0.0147 -0.0124 0.0029
Si 8.1836 13.6386 3.9311 0.0117 0.0119 -0.0043
Si 10.8579 0.0305 4.0311 -0.0023 0.0219 -0.0043
Si 13.604 2.7476 4.0911 0.0064 0.0148 -0.0148
Si 10.8572 5.5091 4.1722 -0.0088 -0.0123 0.0237
Si 13.5844 8.2307 4.0846 0.0281 -0.0088 -0.0066
Si 10.8661 10.9311 4.031 0.0113 -0.0104 -0.0318
Si 13.5722 13.6365 4.0734 0.0022 -0.0097 -0.0154
Si 16.3402 0.061 4.2 0.0018 -0.0025 0.0361
Si 19.043 2.7444 4.1037 -0.0169 0.0129 -0.014
Si 16.3226 5.478 4.2007 0.0084 -0.0123 0.046
Si 19.0481 8.1774 4.0693 -0.0118 -0.004 -0.0119
Si 16.287 10.8957 4.1128 0.0072 -0.0126 0.0043
Si 19.064 13.6026 4.1122 0.0014 -0.0155 -0.0218
Si 21.7522 0.04 4.1376 -0.0075 0.0329 0.016
Si 24.474 2.7117 4.0138 0.0041 0.0132 -0.0014
Si 21.7649 5.4379 4.1169 0.0143 -0.0121 0.0118
Si 24.4751 8.1621 4.044 0.0193 0.0112 -0.0099
Si 21.7891 10.8718 4.0946 0.0244 -0.0078 0.0109
Si 24.4616 13.6036 4.0509 -0.0089 0.007 -0.0152
Si 27.1668 16.2991 4.0827 -0.0204 0.0133 0.0272
Si 29.8435 2.5785 4.1486 -0.0111 -0.0086 0.0096
Si 27.1069 5.3523 4.1491 -0.0013 -0.0198 0.0099
Si 29.903 8.1034 4.1442 -0.0085 -0.0025 -0.033
Si 27.1523 10.8223 4.1761 -0.0153 -0.0065 0.0127
Si 29.9413 13.5633 4.0464 -0.0089 0.0059 -0.0297
Si 1.3942 14.9797 21.6518 0.0034 0.0048 -0.0034
Si 4.0855 1.3769 21.6766 0.0002 -0.0123 -0.0047
Si 1.3642 4.1477 21.7399 0.0103 -0.0017 -0.0031
Si 4.0736 6.8711 21.7275 -0.0063 0.0044 -0.002
Si 1.4044 9.5148 21.7445 0.0143 0.0022 -0.0003
Si 4.1109 12.2198 21.6735 0.0015 0.0045 -0.0063
Si 6.8266 15.0035 21.6998 0.014 0.0202 0.001
Si 9.5173 1.3829 21.704 -0.0051 0.0116 -0.0069
Si 6.8269 4.1331 21.6632 0.0093 -0.0001 -0.0104
Si 9.484 6.8177 21.6961 -0.0122 -0.0013 -0.0107
Si 6.8001 9.5712 21.7264 0.01 0.0035 0.0038
Si 9.5194 12.2514 21.7443 0.0005 0.0035 -0.0031
Si 12.2808 14.9645 21.7778 0.0096 0.0158 -0.0044
Si 14.9296 1.3365 21.764 -0.0139 -0.0059 0.0024
Si 12.2103 4.1043 21.7259 -0.0069 0.0141 -0.0124
Si 14.9434 6.8036 21.8296 0.0059 -0.0219 -0.0018
Si 12.2455 9.5496 21.7817 0.0141 0.0048 0.0055
Si 14.9564 12.2411 21.8477 0.0009 0.0169 -0.0029
Si 17.627 14.9023 21.7735 -0.0208 0.0042 -0.0101
Si 20.375 1.3302 21.7597 -0.0028 -0.0119 -0.0181
Si 17.6514 4.0907 21.8102 0.0106 -0.0028 -0.0132
Si 20.3659 6.8246 21.824 0.0074 -0.0067 -0.0019
Si 17.6741 9.5264 21.8731 0.004 0.0152 0.0101
Si 20.3607 12.1459 21.8215 -0.0233 -0.0104 0.0041
Si 23.1206 14.9212 21.7406 -0.0095 0.0052 -0.0193
Si 25.8607 1.3238 21.7108 0.0002 -0.0011 -0.0087
Si 23.1296 4.0866 21.7254 0.0148 -0.0092 -0.0064
Si 25.8617 6.7711 21.8526 -0.0034 0.0008 0.016
Si 23.118 9.4498 21.8694 -0.0045 0.0026 0.0068
Si 25.8493 12.1915 21.7748 -0.0186 0.0047 0.0001
Si 28.5744 14.9395 21.7217 -0.0074 0.0018 -0.0007
Si 31.2701 1.3844 21.7089 0 -0.02 -0.0101
Si 28.5648 4.0724 21.8169 -0.0054 0.0009 0.023
Si 31.3289 6.7602 21.7354 0.0052 -0.0164 -0.0059
Si 28.6007 9.4923 21.7776 0.0103 -0.0028 0.0124
Si 31.2905 12.2114 21.7379 -0.0194 -0.0076 -0.0049
Si 2.7131 16.3497 23.0293 0.0003 0.0167 0.0264
Si 5.4928 2.7405 22.9631 0.0082 0.007 -0.0151
Si 2.7335 5.5225 23.1072 -0.0115 0.0114 0.0133
Si 5.4012 8.2698 23.0882 -0.0141 0.0097 -0.0106
Si 2.7859 10.8857 23.0864 -0.0145 -0.0187 0.0283
Si 5.4756 13.5931 22.9849 -0.0137 -0.0119 0.0023
Si 8.185 16.3538 23.0846 -0.0161 -0.0077 0.0329
Si 10.8098 2.7874 23.0627 -0.014 0.0121 0.0046
Si 8.1297 5.487 23.0799 0.0053 0.0026 0.0236
Si 10.8145 8.1857 23.0425 -0.0176 0.0106 -0.0155
Si 8.1471 10.9169 23.1192 -0.0052 -0.0016 0.0123
Si 10.8994 13.5959 23.0875 -0.003 -0.0243 -0.0157
Si 13.6391 16.2909 23.1901 0.0131 -0.021 0.0374
Si 16.2429 2.7242 23.1171 0.004 0.0191 0.0009
Si 13.5243 5.4431 23.1383 -0.0003 -0.0049 0.0155
Si 16.3229 8.1401 23.2173 -0.0032 -0.0309 0.0094
Si 13.5893 10.8856 23.2075 -0.0195 -0.0091 0.0001
Si 16.3189 13.5813 23.2468 0.0073 -0.0045 0.0128
Si 18.9537 16.2951 23.0802 0.0095 0.0087 -0.0077
Si 21.8064 2.6862 23.0401 0.0085 0.0046 -0.0054
Si 18.9932 5.4777 23.1766 -0.0162 0.0011 0.0071
Si 21.7117 8.1213 23.2705 -0.0012 0.0032 -0.0127
Si 19.0234 10.8425 23.3188 0.027 0.0266 0.0049
Si 21.7457 13.5489 23.066 0.0218 0.005 -0.016
Si 24.5321 16.2625 23.0604 0.0035 -0.0013 -0.0119
Si 27.1606 2.6715 23.1231 -0.0033 0.0005 0.023
Si 24.4377 5.4064 23.1737 -0.021 -0.019 0.0045
Si 27.2864 8.1314 23.1832 0.0013 -0.0021 0.0022
Si 24.531 10.8152 23.1766 0.0091 -0.013 0.0198
Si 27.2452 13.5547 23.0865 0.0251 0.004 -0.0038
Si 29.9203 16.3303 23.0566 -0.0008 0.022 0.0143
Si -0.0352 2.783 23.0498 -0.0132 0.0145 -0.0289
Si 30.0046 5.421 23.1498 -0.001 -0.0119 -0.0219
Si 0.0736 8.0985 23.0788 0.0092 -0.0024 -0.0039
Si 29.9781 10.8286 23.1467 0.0145 0.0162 0.01
Si 0.0542 13.614 22.9882 0.0145 0.0147 -0.0215
Si 1.3243 1.4345 24.3413 0.012 -0.0241 -0.0324
Si 4.1656 4.1017 24.2928 0.021 -0.0076 -0.0298
Si 1.4073 6.8542 24.5737 -0.0138 0.0078 -0.0072
Si 4.1254 9.6169 24.5728 0.0406 -0.0022 -0.0051
Si 1.4138 12.2882 24.3517 -0.0154 0.0301 -0.0234
Si 4.1184 14.9481 24.289 -0.0075 -0.0261 -0.0239
Si 6.8335 1.4637 24.3896 -0.0031 0.0247 -0.0313
Si 9.4456 4.1242 24.4791 0.0262 -0.0302 -0.0329
Si 6.7519 6.8938 24.3844 -0.0079 0.0203 -0.0249
Si 9.5083 9.5281 24.4504 0.0167 -0.0085 -0.0094
Si 6.7981 12.327 24.4524 -0.0191 0.0224 -0.0195
Si 9.5484 14.9529 24.4198 0.0182 -0.0237 -0.0325
Si 12.1775 1.4065 24.3494 -0.0093 0.0159 -0.035
Si 14.8783 4.0731 24.4972 0.0123 -0.0217 -0.0131
Si 12.068 6.7989 24.4188 -0.02 -0.0105 -0.0395
Si 14.9377 9.4832 24.5626 0.0174 0.0005 0.007
Si 12.1996 12.2723 24.5358 -0.0166 0.0166 -0.0098
Si 14.9973 14.9329 24.6672 0.0071 0.0211 -0.0006
Si 17.5616 1.3148 24.4438 -0.0189 -0.0291 -0.0412
Si 20.4398 4.054 24.3459 -0.0089 0.0212 -0.0344
Si 17.6542 6.7991 24.6618 0.0141 0.0261 -0.0024
Si 20.373 9.4536 24.7258 -0.027 -0.0012 -0.0148
Si 17.6668 12.2493 24.694 0.0047 0.0053 -0.0172
Si 20.3255 14.8969 24.3543 -0.0204 -0.0193 -0.0501
Si 23.1824 1.317 24.3747 0.0105 0.006 -0.0374
Si 25.7456 3.978 24.5026 -0.013 -0.0462 -0.0267
Si 23.0579 6.7073 24.6059 -0.0001 -0.0264 -0.0072
Si 25.9359 9.4683 24.5702 -0.0293 0.0374 -0.0127
Si 23.1051 12.2079 24.4328 -0.0084 -0.0021 -0.041
Si 25.8981 14.9161 24.4336 -0.0139 0.0169 -0.0037
Si 28.5643 1.3368 24.4629 -0.0059 -0.0102 -0.0488
Si 31.3142 4.0557 24.5676 -0.0105 -0.0035 0.0177
Si 28.7249 6.8044 24.5318 0.0138 0.0399 0.0137
Si 31.4076 9.4392 24.4528 -0.0011 -0.0284 -0.0212
Si 28.5962 12.2093 24.4691 -0.0041 0.0058 -0.0226
Si 31.3608 14.9809 24.3188 0.014 -0.0024 -0.0252
Si -0.0633 0.1123 25.6997 -0.046 0.0325 0.0401
Si 2.796 2.7593 25.5871 -0.0053 0.0193 0.0737
Si 0.1124 5.3697 25.9307 0.0324 0.0167 0.0624
Si 2.7659 8.2691 25.9861 -0.0312 0.0024 0.0152
Si 0.1902 10.8335 25.6986 0.0356 -0.0148 0.0473
Si 2.721 13.6981 25.687 0.0084 -0.0231 0.0489
Si 5.5024 16.2981 25.5769 0.0294 -0.0147 0.0436
Si 8.097 2.8084 25.8905 0.0053 0.0206 0.0494
Si 5.4341 5.4792 25.6888 -0.0122 0.0123 0.0394
Si 8.0531 8.2565 25.7796 -0.0196 0.0085 0.037
Si 5.4328 11.118 25.9298 -0.0278 0.0093 0.0536
Si 8.2028 13.6292 25.8181 0.0106 -0.016 0.0659
Si 10.8694 16.3837 25.708 0.0027 0.0004 0.051
Si 13.4354 2.7196 25.7851 -0.0131 0.0105 0.0618
Si 10.7002 5.5341 25.8766 -0.0289 0.0103 0.0532
Si 13.4066 8.1238 25.7609 -0.0012 0.038 0.0281
Si 10.8229 10.8808 25.8605 -0.012 -0.02 0.0479
Si 13.5454 13.5648 25.9904 -0.0004 0.0232 0.0483
Si 16.3474 16.3798 26.055 -0.0221 -0.0117 0.0254
Si 19.0289 2.7004 25.5743 0.0004 -0.0033 0.0397
Si 16.1826 5.4196 25.9323 0.0031 -0.0025 0.0234
Si 19.07 8.0375 26.1903 0.0208 -0.0634 0.0566
Si 16.3097 10.7921 26.0112 0.013 0.0055 0.0795
Si 19.0863 13.7082 25.9667 -0.0104 -0.0143 0.0609
Si 21.7267 16.2801 25.5556 -0.0014 0.0177 0.0558
Si 24.4142 2.5502 25.9502 0.0443 0.0196 0.0283
Si 21.7283 5.1992 25.9319 0.0511 0.0118 0.0682
Si 24.4799 8.0967 25.8709 0.0012 0.0177 0.0248
Si 21.7739 10.9447 25.9247 0.0281 0.0154 0.0543
Si 24.509 13.5644 25.734 -0.0009 -0.0177 0.0495
Si 27.2652 16.2213 25.8243 0.0093 0.0058 0.0421
Si 29.8741 2.6997 25.8982 -0.022 0.0079 0.0626
Si 27.2761 5.3404 25.6495 0.0058 -0.0281 0.0269
Si 30.14 8.143 25.9729 -0.0053 -0.027 0.0215
Si 27.3128 10.8757 25.9603 -0.0182 -0.0008 -0.0153
Si 30.097 13.57 25.6629 0.0064 -0.0306 0.0445
Si 1.5555 15.3168 26.8823 -0.1146 -0.2029 -0.7298
Si 3.879 1.0919 26.7609 0.1157 0.1086 -0.7437
Si 1.8083 4.2056 27.1126 -0.2141 -0.0657 -0.6606
Si 3.907 6.5391 27.0894 0.0542 0.2217 -0.6791
Si 1.7904 10.0397 27.2726 -0.1406 -0.3085 -0.7689
Si 3.9056 12.4376 27.2505 0.2515 0.098 -0.6453
Si 7.0903 15.3091 26.985 -0.1699 -0.1852 -0.8224
Si 9.3324 1.19 27.0697 0.146 0.254 -0.7314
Si 6.8993 4.4298 27.1674 0.0442 -0.2171 -0.6569
Si 9.0778 6.7106 27.1978 0.2221 0.0418 -0.7127
Si 6.9954 9.8732 27.1384 -0.1661 -0.0564 -0.7093
Si 9.2744 12.0329 27.1944 0.1517 0.1614 -0.6928
Si 12.3521 15.2873 27.1353 -0.0739 -0.2437 -0.6739
Si 14.5576 1.1937 27.1613 0.2189 0.0823 -0.7614
Si 12.2262 4.2672 27.1125 -0.1819 -0.2271 -0.748
Si 14.4077 6.5214 27.0962 0.3862 0.0854 -0.7747
Si 12.297 9.636 27.2014 -0.2357 -0.1721 -0.6886
Si 14.6064 11.8348 27.2573 0.1987 0.2455 -0.7343
Si 18.1794 15.4479 27.3329 -0.1514 -0.047 -0.6631
Si 20.3908 1.3364 26.8622 0.0094 0.0195 -0.4432
Si 17.8094 4.0819 26.9674 -0.2125 -0.0025 -0.6842
Si 20.1254 6.1441 27.3562 0.1337 0.4549 -0.6553
Si 17.6611 9.4655 27.4729 -0.0149 -0.0988 -0.814
Si 20.7536 12.6517 27.2636 -0.2571 -0.3083 -0.8138
Si 22.9348 14.8323 26.8839 0.1222 0.0112 -0.7554
Si 26.1035 1.4203 27.1827 -0.2339 -0.1863 -0.7324
Si 22.6703 3.4694 27.3081 0.1509 0.0938 -0.682
Si 25.9349 6.6326 26.9712 -0.1913 0.0612 -0.6039
Si 23.4378 9.8027 27.1188 -0.1206 -0.0666 -0.6967
Si 25.6283 12.0596 27.147 0.2394 0.0816 -0.6644
Si 28.9087 15.0157 27.0027 -0.159 0.0094 -0.667
Si 30.9597 1.0522 27.1524 0.1104 0.1346 -0.6903
Si 28.1999 3.7944 27.1578 0.3323 0.1757 -0.7759
Si 31.5595 6.7692 27.3748 -0.1065 0.1189 -0.7652
Si 29.0695 9.8505 27.2178 -0.2309 -0.2052 -0.7116
Si 31.3118 12.0188 26.9406 0.0077 0.1955 -0.6942
Si 0.3989 13.5687 29.112 0.0507 0.0552 -0.0972
Si 17.4592 1.5509 31.4425 0.1156 0.0853 -0.0029
Si 9.3993 2.7328 35.8422 0.0801 -0.0604 0.2179
Si 7.8007 13.8612 36.3989 0.0302 0.026 0.1434
Si 6.8583 6.7538 34.585 0.0027 -0.0615 0.0045
Si 5.2631 14.4674 29.3786 -0.2482 0.0184 -0.1179
Si 5.2792 8.2585 29.2849 -0.0091 0.0538 -0.1008
Si 0.3211 4.0299 35.7501 -0.0707 0.0544 0.0628
Si 10.8597 2.6253 29.4375 -0.0867 0.031 -0.1615
Si 14.8275 10.2984 31.4797 0.0386 -0.1594 -0.0028
Si 11.1346 13.5198 29.2634 -0.0795 0.1047 -0.123
Si 15.5951 8.0484 29.4648 0.0474 0.088 -0.0714
Si 2.1735 9.2129 34.5294 0.0275 -0.0319 0.0134
Si 14.1354 15.0208 31.8548 -0.0861 -0.0764 0.0476
Si 3.4377 4.7969 31.5541 0.077 -0.0225 -0.0489
Si 4.3924 3.4764 34.1983 0.1286 0.1107 0.119
Si 14.3683 8.4863 33.9388 0.0526 -0.101 0.1437
Si 14.3026 3.7852 34.8502 -0.0218 -0.0603 0.0959
Si 21.6865 10.1599 35.9397 0.0108 -0.015 0.0941
Si 15.4742 5.4254 30.7014 0.0813 0.0266 -0.0195
Si 9.6614 7.8413 34.7094 0.0782 -0.1356 0.0677
Si 24.1061 11.4206 31.5241 -0.0017 -0.0901 -0.0517
Si 13.1696 8.8236 36.7208 -0.0122 -0.0902 0.0242
Si 10.4616 6.6427 31.9299 0.0289 -0.0553 -0.1006
Si 17.1554 11.7799 34.5773 0.0166 -0.0716 0.0287
Si 30.0768 3.1782 34.6213 0.0793 0.0049 0.0219
Si 22.4857 1.5585 31.127 0.0717 -0.0569 -0.0646
Si 29.4327 5.549 29.3839 -0.0099 -0.0006 -0.1555
Si 26.5704 9.414 31.6095 0.0577 -0.0217 0.0213
Si 27.4561 13.2754 29.2572 -0.0271 -0.0124 -0.084
Si 6.5483 11.9602 34.3894 0.0946 -0.0182 -0.0012
Si 28.7439 11.4674 31.2617 -0.0915 0.0504 -0.0272
Si 23.1106 6.9158 31.052 0.0391 -0.0128 -0.1815
Si 0.4253 8.5124 29.5472 -0.0143 -0.047 -0.0643
Si 26.5517 15.7545 33.6891 -0.0698 0.0468 -0.0196
Si 30.4386 0.4252 35.8291 -0.08 0.0293 0.1579
Si 27.8403 9.4931 36.0137 0.0663 -0.1584 0.0094
Si 0.2866 6.9385 34.5252 0.009 0.0123 -0.0061
Si 0.6305 15.6696 35.6312 -0.0567 -0.0022 0.121
Si 9.4193 10.7865 34.197 -0.0493 0.0575 -0.0589
Si -0.2818 10.8496 34.059 0.1014 -0.0203 -0.0488
Si 11.2252 14.6255 32.1177 0.1277 -0.0289 -0.0312
Si 6.3965 12.3382 31.2532 0.1017 0.0075 -0.0169
Si 4.2645 10.2892 31.0054 -0.0403 -0.0086 0.0051
Si 1.9347 7.4171 32.1209 -0.1144 0.003 0.043
Si 0.3929 13.6951 33.3665 0.0401 0.0044 -0.0568
Si 8.6735 10.3891 31.3461 -0.0728 -0.005 -0.1048
Si 10.377 13.6575 34.8533 -0.0587 0.0206 0.0703
Si 24.5102 5.0184 29.2091 -0.0478 -0.1118 0.037
Si 20.1344 3.2103 31.7463 -0.031 0.1399 0.0627
Si 19.5571 11.0435 29.5017 -0.032 0.0109 -0.0889
Si 16.8698 7.3205 35.1883 0.1184 0.0274 0.0241
Si 16.9462 14.429 32.941 0.0895 0.057 -0.0644
Si 19.2172 3.3725 34.49 0.0509 0.0398 0.0751
Si 15.3203 16.3168 36.6169 -0.068 0.0425 0.2034
Si 20.5919 5.2878 36.4438 0.1246 0.0682 0.1575
Si 18.0895 15.0113 30.3047 -0.0554 -0.0921 -0.0675
Si 23.875 0.9892 35.8476 0.0078 0.0283 0.0844
Si 26.6087 12.1859 35.8352 -0.0602 0.1451 0.2719
Si 23.9965 14.596 34.1989 0.0373 -0.0117 0.1005
Si 20.0509 7.7012 34.7836 -0.1846 0.0073 0.0603
Si 22.2372 9.6312 29.9209 0.0558 0.0375 -0.1061
Si 20.5127 5.8883 30.4157 -0.0386 -0.1663 -0.1896
Si 1.6996 2.8566 29.9543 0.1209 -0.1329 -0.1362
Si 28.3582 14.2758 31.7553 -0.0299 -0.1035 -0.0854
Si 31.5315 1.7056 30.1678 -0.0804 0.0782 -0.1265
Si 31.3555 15.067 31.2499 0.0139 0.0073 -0.0016
Si 27.8771 15.0951 36.0728 0.0236 -0.0679 0.0888
Si 26.3359 4.2468 31.7017 0.0459 0.0801 -0.1166
Si 31.6488 10.3138 31.3506 0.0126 -0.0894 0.0383
Si 24.8253 1.9378 33.2028 0.06 0.0198 -0.0549
Si 6.2405 8.4494 32.0113 -0.0505 0.0668 -0.0755
Si 5.8907 3.6603 30.0401 -0.0325 -0.1249 -0.0766
Si 8.7642 4.1163 31.3243 0.0335 0.008 -0.0603
Si 31.5525 10.2199 36.9395 0.0525 0.0254 0.1926
Si 12.5134 15.4067 35.9466 0.0062 0.1194 0.1265
Si 4.4534 10.5572 36.2844 -0.0323 0.0126 0.1749
Si 12.2781 0.9852 31.5754 -0.0672 -0.0653 -0.0002
Si 1.6697 12.0793 31.204 0.0945 -0.01 -0.0238
Si 12.0495 1.7971 34.4614 0.0358 0.022 0.0579
Si 13.9934 12.6828 29.9291 0.0499 0.0633 -0.0378
Si 4.3146 1.1709 29.6702 0.0379 -0.0948 -0.0071
Si 4.822 5.6608 36.469 -0.0613 -0.0358 0.1001
Si 10.3877 8.5182 29.4939 -0.0313 0.0183 -0.1408
Si 7.4098 3.6652 33.985 -0.044 0.0616 -0.0574
Si 10.2433 5.657 36.7031 0.1016 0.0563 0.0468
Si 13.3376 5.7824 32.5992 -0.0577 0.0973 0.0621
Si 15.7042 5.4238 37.0043 0.1292 -0.0084 -0.1368
Si 2.5152 1.8334 35.7049 -0.0549 0.0211 0.1843
Si 17.8471 10.6543 31.8811 0.0965 0.0081 0.0422
Si 15.4928 10.9036 36.8167 0.0185 0.0718 0.1143
Si 23.6526 14.3615 31.2679 -0.0123 -0.0392 -0.0895
Si 16.0545 2.989 29.1487 0.0138 -0.0412 -0.1697
Si 17.2554 5.4135 33.0737 -0.0822 0.0457 -0.0331
Si 16.7241 1.7827 34.4575 -0.0599 0.1016 0.1591
Si 25.4943 6.9202 33.0002 0.1674 -0.0457 -0.0855
Si 19.0152 7.7992 32.0141 0.1142 0.0291 0.1176
Si 20.9582 15.12 31.3144 -0.006 -0.0313 -0.0093
Si 21.1197 0.2348 36.5077 0.0359 -0.1608 0.163
Si 26.0773 7.0699 35.8168 0.0304 0.0079 0.3138
Si 28.53 5.3618 36.2269 0.0357 -0.0343 0.0599
Si 19.6897 15.0299 34.1795 -0.1566 0.101 0.0304
Si 23.8674 11.7107 34.528 0.004 -0.0045 0.0954
Si 19.7073 12.3728 35.9168 -0.0155 0.0136 0.1515
Si 27.6875 8.0725 29.143 0.1166 -0.0028 -0.0603
Si 30.3022 7.8023 35.8222 -0.0023 0.0343 0.0106
Si 24.3012 0.1757 29.2515 0.0527 -0.0186 -0.0558
Si 29.4549 3.6011 31.5239 -0.0542 -0.0372 -0.0047
Si 1.42 14.9425 5.3856 0.0019 -0.0068 0.0016
Si 4.1056 1.3292 5.3495 0.0094 0.0117 0.0022
Si 1.4077 4.0053 5.4563 0.011 0.0065 0.0113
Si 4.0964 6.7686 5.4826 0.0052 -0.0054 0.0082
Si 1.4162 9.506 5.481 0.0048 -0.0061 0.0212
Si 4.1019 12.2373 5.387 -0.0157 0.0022 0.008
Si 6.827 14.9593 5.3532 0.0041 -0.0089 -0.0065
Si 9.508 1.3722 5.4131 0.011 0.0081 0.0052
Si 6.7803 4.0744 5.401 0.0108 0.0067 0.0102
Si 9.4708 6.839 5.487 -0.0149 0.0038 0.0188
Si 6.8154 9.5642 5.4442 -0.0094 -0.0037 0.0055
Si 9.5122 12.2971 5.3725 -0.0088 0.0142 0.0022
Si 12.2129 14.9965 5.4191 0.0057 0 0.0052
Si 14.9411 1.4069 5.4977 0.0059 0.0202 0.0104
Si 12.2527 4.1161 5.4568 0.0018 -0.0051 0.005
Si 14.9263 6.8539 5.4747 -0.0183 0.0083 0.0004
Si 12.2207 9.5849 5.4307 -0.0127 -0.0065 -0.0129
Si 14.9378 12.2798 5.447 -0.0039 0.0132 -0.0028
Si 17.702 14.9643 5.4812 0.0161 0.0099 0.0088
Si 20.3849 1.3853 5.4817 -0.0013 0.0005 0.0088
Si 17.7033 4.0999 5.495 0.0101 -0.0048 0.0032
Si 20.4009 6.8182 5.4504 -0.0131 0.007 -0.0063
Si 17.6702 9.5216 5.441 0.0014 -0.0041 0.0002
Si 20.4219 12.2364 5.4546 -0.0097 -0.0021 0.0002
Si 23.116 14.9559 5.4445 0.0091 -0.007 -0.0064
Si 25.8161 1.3603 5.4233 0.0052 0.0131 0.0055
Si 23.1302 4.0574 5.4352 -0.0046 -0.0185 -0.0045
Si 25.7885 6.7827 5.4559 -0.0169 0.021 -0.0033
Si 23.1327 9.5058 5.447 0.0114 -0.0096 0.011
Si 25.7999 12.2448 5.4558 0.0018 -0.0087 0.0126
Si 28.5677 14.9315 5.4099 0.0086 -0.0202 -0.015
Si 31.2871 1.2555 5.4349 -0.0087 0.0025 0.0017
Si 28.5207 4.0117 5.4721 0.0144 -0.0087 0.0137
Si 31.2746 6.7442 5.4828 0.0044 0.0001 0.0215
Si 28.5565 9.4823 5.4944 0.014 -0.0062 0.0089
Si 31.2892 12.2514 5.4696 -0.0096 0.0004 0.0061
Si 2.7515 16.3137 6.7535 0.0034 -0.0113 -0.0046
Si 5.4375 2.6959 6.7532 -0.0017 -0.0041 -0.0101
Si 2.7309 5.4017 6.82 -0.0035 0.002 0
Si 5.4635 8.1685 6.7968 0.0027 -0.0016 -0.0051
Si 2.7654 10.8895 6.8031 0.0041 -0.0096 -0.0043
Si 5.4635 13.6086 6.7388 0.0026 -0.0037 -0.0063
Si 8.1566 16.3176 6.7598 0 -0.0045 -0.0026
Si 10.8765 2.7317 6.7807 0.0019 -0.0019 -0.0067
Si 8.1221 5.4393 6.7982 -0.0028 0.0102 -0.0058
Si 10.8721 8.2046 6.7975 -0.0002 -0.0029 -0.0047
Si 8.1828 10.9273 6.776 0.0031 -0.0048 -0.0055
Si 10.8618 13.631 6.7751 0.001 0.0017 -0.0045
Si 13.5807 16.3346 6.8079 -0.0021 -0.0066 -0.0007
Si 16.3215 2.751 6.8427 0.0008 0.0054 0.0043
Si 13.5934 5.4708 6.8306 0.0117 0.0049 0.0025
Si 16.3174 8.1837 6.8249 -0.008 -0.0015 -0.0053
Si 13.5865 10.9171 6.8079 0.0039 -0.0001 -0.0042
Si 16.3153 13.614 6.816 0.002 -0.0085 0.0011
Si 19.0467 16.3279 6.8403 -0.0001 0.0026 0.0014
Si 21.7668 2.7264 6.8226 -0.0038 0.0103 0.0059
Si 19.0584 5.4632 6.8356 -0.0003 -0.0126 0.0036
Si 21.7604 8.1637 6.8151 0.0123 0.0032 -0.004
Si 19.0372 10.8834 6.8004 0.0039 -0.0052 -0.0021
Si 21.7644 13.601 6.819 0.0014 -0.0027 0.0026
Si 24.4755 16.3141 6.8003 -0.0008 0.0127 0.0029
Si 27.1663 2.6799 6.8332 -0.0042 0.0073 0.0054
Si 24.4489 5.427 6.8248 0.0037 0 0.0022
Si 27.1795 8.1201 6.8213 0.0105 -0.0125 0.003
Si 24.4643 10.8756 6.8218 -0.0093 0.0034 -0.0003
Si 27.2013 13.5864 6.7896 -0.002 0.0087 -0.0007
Si 29.9229 16.2569 6.8121 0.0132 -0.0005 -0.0017
Si -0.0045 2.6639 6.781 -0.0129 0.0065 -0.0097
Si 29.8986 5.3851 6.8153 -0.0074 0.0069 0.0034
Si 0.0089 8.1405 6.8027 -0.0057 -0.0003 -0.0067
Si 29.9252 10.8712 6.8151 0.0015 -0.0017 0.0016
Si 0.031 13.6171 6.7847 -0.0075 0.0113 -0.0037
Si 1.3736 1.3279 8.137 -0.002 -0.0033 -0.0116
Si 4.1019 4.0516 8.154 0.0069 0.009 -0.0017
Si 1.36 6.7734 8.1596 -0.0113 -0.0125 0.0023
Si 4.1015 9.5185 8.1617 -0.0027 0.0021 0.0024
Si 1.378 12.242 8.1436 0.0019 -0.0071 -0.0034
Si 4.1039 14.9572 8.1193 0.0034 0.0029 0.0009
Si 6.7993 1.3527 8.1264 -0.0094 -0.0028 -0.0009
Si 9.5108 4.0866 8.1405 -0.0093 -0.0016 -0.0015
Si 6.8014 6.8104 8.1696 0.0113 0.0062 0.0037
Si 9.5234 9.5618 8.155 0.0162 0.0128 0.0007
Si 6.8059 12.2622 8.1333 0.0013 0.0037 0.0021
Si 9.5124 14.9794 8.1447 -0.0046 -0.004 0.0011
Si 12.2287 1.3794 8.1615 -0.0023 0.0034 -0.0054
Si 14.9622 4.1136 8.1888 0.0027 0.0096 -0.0026
Si 12.2233 6.8327 8.1644 0.0036 -0.0067 -0.0024
Si 14.9523 9.5509 8.1669 0.0045 -0.0084 -0.0038
Si 12.2248 12.2761 8.1524 -0.0007 0.0025 0.001
Si 14.953 14.9784 8.1659 -0.0015 0.0009 -0.0009
Si 17.6763 1.3693 8.1874 -0.006 -0.0034 -0.0068
Si 20.4119 4.0905 8.1864 0.0122 0.0116 -0.0022
Si 17.6781 6.8154 8.1812 -0.0011 0.0024 -0.0021
Si 20.3958 9.5268 8.1696 -0.0055 -0.0107 -0.0042
Si 17.6793 12.2449 8.1659 -0.007 0.0045 -0.0045
Si 20.4075 14.9603 8.1852 -0.0046 0.0024 -0.0039
Si 23.1174 1.3491 8.1738 -0.0033 -0.0005 -0.0044
Si 25.8203 4.0663 8.1803 0.0097 -0.0031 -0.0067
Si 23.1006 6.7928 8.1843 -0.0098 -0.0107 0.0021
Si 25.8318 9.507 8.1708 -0.0036 0.002 -0.01
Si 23.111 12.2352 8.1841 0.003 -0.0071 -0.0041
Si 25.8442 14.9529 8.1563 0.0085 0.0017 -0.0113
Si 28.557 1.3201 8.1612 0.0056 0.0081 -0.0076
Si 31.2806 4.0335 8.1518 -0.0042 -0.0017 0.0033
Si 28.5478 6.7636 8.1713 0.0012 -0.0015 0.0029
Si 31.2892 9.5061 8.1602 0.0005 -0.0059 0.0048
Si 28.5535 12.2279 8.1633 0.0116 0.0047 -0.0023
Si 31.2957 14.932 8.1739 -0.0052 -0.0087 0.0021
Si 0.011 16.3073 9.516 -0.0108 0.0062 -0.0001
Si 2.7226 2.701 9.5013 -0.0043 0.0048 -0.0076
Si -0.0093 5.4148 9.5082 -0.0054 0.0086 0.0025
Si 2.7236 8.1522 9.5044 0.0017 0.0041 -0.0065
Si 0.0114 10.8771 9.5048 -0.0062 0.0033 -0.0014
Si 2.7387 13.6053 9.495 -0.0033 0.0067 -0.0079
Si 5.4464 16.3174 9.4952 0.0015 0 -0.0001
Si 8.1571 2.7182 9.4948 0.004 -0.0029 -0.0023
Si 5.4431 5.4351 9.5125 0.0008 -0.0011 -0.0026
Si 8.1718 8.1795 9.5088 0.0012 -0.0113 -0.0033
Si 5.4593 10.8918 9.5052 0.0076 -0.012 -0.0033
Si 8.1604 13.615 9.5053 -0.0011 0.0038 0.0003
Si 10.8739 16.333 9.5137 0.0007 0.0001 0.0008
Si 13.5968 2.7348 9.5236 0.0067 -0.001 -0.0018
Si 10.8699 5.452 9.5072 0.0004 0.0073 -0.0017
Si 13.5994 8.1794 9.5224 0.0029 -0.0035 0.0012
Si 10.8849 10.9066 9.5202 -0.0021 -0.0065 -0.0004
Si 13.596 13.6169 9.5209 0.0007 -0.0011 0.0023
Si 16.3139 16.3286 9.5363 0.0023 0.0016 0.0017
Si 19.0449 2.7268 9.5384 0.0005 0.0032 -0.0018
Si 16.3259 5.459 9.5478 0.0004 -0.0082 0.007
Si 19.0407 8.1702 9.5387 -0.0019 -0.0034 0.0028
Si 16.32 10.8934 9.5322 0.0033 -0.0006 0.0033
Si 19.0374 13.601 9.5333 0.0046 0.0018 0.0033
Si 21.763 16.3172 9.5445 0.0057 -0.0062 0.0013
Si 24.4675 2.7076 9.5431 -0.0048 0.0073 -0.0015
Si 21.7553 5.4413 9.5581 -0.0062 -0.0004 0.0108
Si 24.4698 8.1525 9.534 -0.0007 -0.003 -0.0027
Si 21.7498 10.8791 9.5413 -0.003 0.0127 0.0015
Si 24.4827 13.5968 9.5269 -0.0003 -0.0052 0.0006
Si 27.1962 16.299 9.5336 0.0084 -0.007 -0.0017
Si 29.9134 2.6901 9.5173 0.0021 -0.0015 0.0054
Si 27.1872 5.4185 9.5378 -0.0008 0.0003 0.0055
Si 29.9153 8.1434 9.5095 -0.0063 -0.0004 0.0043
Si 27.1935 10.8688 9.525 0.0049 -0.0026 -0.0001
Si 29.9213 13.5783 9.524 0.0137 -0.0058 0.0061
Si 1.3728 14.9502 10.868 0.0006 -0.0034 -0.0023
Si 4.0848 1.3505 10.861 -0.0006 -0.0066 -0.0055
Si 1.3604 4.0634 10.8615 0.0021 -0.0014 -0.0002
Si 4.0803 6.7954 10.8658 -0.002 -0.0093 0.0022
Si 1.3646 9.5149 10.8642 -0.0033 -0.0047 -0.0001
Si 4.0909 12.2463 10.8616 -0.0034 -0.0036 -0.0036
Si 6.8038 14.9701 10.8663 -0.0009 0.0015 0.0006
Si 9.5176 1.3726 10.8698 -0.0038 -0.0029 0.0007
Si 6.8088 4.0804 10.8646 0.0033 0.0125 0.0008
Si 9.5254 6.8155 10.8712 0.0012 0.0077 0.0028
Si 6.8114 9.5325 10.8689 0.008 0.0075 0.0028
Si 9.5211 12.2598 10.8718 0.0013 0.0015 0.0004
Si 12.2403 14.9782 10.8769 0.0007 0.0032 -0.0017
Si 14.9576 1.3747 10.8888 -0.002 0.0013 0.0004
Si 12.2361 4.0981 10.8747 -0.0008 -0.0006 -0.0042
Si 14.9585 6.8202 10.8911 0.0067 0.0023 -0.0013
Si 12.2445 9.5405 10.8787 0.0034 0.0064 -0.0011
Si 14.9595 12.2556 10.8841 -0.0023 0.0017 -0.0021
Si 17.6782 14.9646 10.8921 -0.0047 -0.0034 -0.0026
Si 20.3997 1.3603 10.8995 -0.0019 -0.0008 -0.0035
Si 17.6852 4.0875 10.8987 0.0006 0.0016 -0.0004
Si 20.3924 6.8047 10.9065 0.0012 -0.0086 0.001
Si 17.6782 9.53 10.8951 0.0009 -0.0033 -0.0021
Si 20.3934 12.2411 10.9003 -0.008 -0.0056 -0.0017
Si 23.1228 14.9521 10.8973 0.001 0.0039 -0.0028
Si 25.8344 1.3439 10.8941 0.0046 0.0067 -0.0075
Si 23.113 4.0707 10.908 0.0015 -0.0028 -0.0016
Si 25.829 6.7879 10.8921 0.005 0.0009 -0.0033
Si 23.1118 9.5139 10.8968 -0.0029 -0.0071 -0.0044
Si 25.8355 12.2301 10.8885 -0.0004 0.002 -0.004
Si 28.559 14.9392 10.8871 0.0065 0.0011 -0.0012
Si 31.2814 1.3418 10.8756 0.0054 0.0027 0.0018
Si 28.5546 4.0558 10.8824 0.0028 0.0005 -0.0019
Si 31.2731 6.7825 10.867 -0.002 -0.0054 0.0042
Si 28.5562 9.5045 10.8754 0.0051 -0.001 0.0025
Si 31.2836 12.2213 10.8756 -0.0117 -0.0044 0.0066
Si 2.7267 16.3161 12.2259 -0.0001 0.0088 -0.0021
Si 5.4425 2.7196 12.216 -0.0049 -0.0007 -0.0057
Si 2.7153 5.4343 12.2174 -0.0057 0.0032 -0.0005
Si 5.4455 8.164 12.2153 0.0015 0.0015 -0.0059
Si 2.7252 10.8831 12.2165 0.0047 0.0011 -0.0014
Si 5.447 13.6076 12.2248 0.0058 0.0056 -0.0057
Si 8.1631 16.3294 12.227 -0.0022 -0.0053 0.0006
Si 10.8818 2.7313 12.2312 -0.003 -0.0014 -0.0025
Si 8.1674 5.4472 12.2225 0.0009 -0.0032 -0.0001
Si 10.8901 8.1717 12.2325 0.0048 -0.0075 -0.0004
Si 8.1708 10.8914 12.2295 0.0038 -0.0061 0.0011
Si 10.887 13.612 12.2321 -0.0009 -0.0001 -0.0013
Si 13.6027 16.33 12.2442 -0.0018 -0.0017 0.0019
Si 16.3232 2.7263 12.2527 0.004 -0.0006 0.0012
Si 13.6013 5.4508 12.2413 0.0001 -0.0009 0.0009
Si 16.3229 8.1679 12.256 -0.001 -0.0012 0.0044
Si 13.6086 10.8893 12.2433 0.0016 -0.005 0.0026
Si 16.3216 13.6049 12.2521 0.0012 0.0024 0.0016
Si 19.0388 16.3203 12.2572 0.001 0.0023 0.001
Si 21.7536 2.7131 12.2696 -0.0006 0.0018 0.0006
Si 19.0394 5.4409 12.2676 -0.0009 0.0021 0.0041
Si 21.7562 8.158 12.2652 -0.0038 0.0021 -0.0013
Si 19.0377 10.8815 12.2623 0.0001 0.0053 0.0031
Si 21.7582 13.5964 12.2587 0.0035 -0.0007 -0.0019
Si 24.4757 16.3093 12.2629 0.0002 -0.0046 -0.0016
Si 27.1927 2.7061 12.2503 0.004 -0.0006 0.0007
Si 24.4731 5.4324 12.2612 -0.0029 -0.004 0.001
Si 27.1928 8.1511 12.2415 -0.003 -0.0004 -0.0019
Si 24.4739 10.8735 12.2532 0.0003 0.002 -0.0006
Si 27.1949 13.5855 12.2515 0.0059 -0.0037 -0.0016
Si 29.9181 16.3061 12.2389 0.0002 -0.0005 0.0011
Si -0.0014 2.711 12.227 -0.0075 0.004 -0.0021
Si 29.9118 5.4283 12.2327 -0.0026 0.0003 0.0017
Si -0.0059 8.1537 12.2175 -0.0041 -0.0007 -0.002
Si 29.9152 10.8663 12.234 0.0088 -0.0051 0.0035
Si 0.0032 13.5925 12.2238 0.0025 -0.0015 -0.0037
Si 1.3612 1.3537 13.5819 0.0033 -0.0031 -0.0007
Si 4.0798 4.0789 13.572 0.0075 0.0019 0.0019
Si 1.3538 6.7959 13.5736 -0.001 0.0026 0.0044
Si 4.0857 9.5239 13.5721 0.0022 -0.0018 0.0043
Si 1.3636 12.2381 13.5816 -0.0069 0.0005 0.0009
Si 4.0884 14.9651 13.5866 -0.0035 -0.0045 -0.0004
Si 6.8033 1.3702 13.5818 0.0011 0.0024 -0.0028
Si 9.5265 4.0933 13.5895 0.0026 0.008 -0.0007
Si 6.8082 6.8098 13.5757 -0.0004 -0.005 0.003
Si 9.5344 9.5344 13.5884 -0.0002 0.0022 0.0022
Si 6.8102 12.2514 13.5826 -0.0035 -0.0007 0.0005
Si 9.5284 14.9724 13.5843 0.0019 0.0062 -0.0017
Si 12.2452 1.3748 13.596 -0.002 0.0017 -0.0003
Si 14.9643 4.0924 13.6055 -0.0004 -0.0028 -0.0004
Si 12.2478 6.8143 13.5998 -0.0015 0.0068 0.0016
Si 14.9646 9.5285 13.6113 0.0046 0.0042 0.0028
Si 12.2493 12.2523 13.5938 -0.0017 0.0042 -0.0028
Si 14.9644 14.9686 13.6072 -0.0016 0.0008 -0.0015
Si 17.6807 1.3634 13.6173 -0.0049 -0.0013 0.0003
Si 20.3957 4.0756 13.6301 0.0057 -0.0047 -0.0009
Si 17.6788 6.8038 13.6213 0.0033 -0.0085 0.0002
Si 20.3957 9.5175 13.624 0.0021 -0.0039 -0.0033
Si 17.6779 12.2426 13.6189 -0.0048 -0.002 -0.0014
Si 20.397 14.9569 13.6194 -0.0038 0.0009 -0.0047
Si 23.1126 1.3477 13.6263 0.0013 0.0001 -0.0038
Si 25.8329 4.0677 13.6142 0.0045 0.0015 -0.0007
Si 23.1133 6.7921 13.6239 -0.0012 -0.003 -0.0041
Si 25.8344 9.5079 13.6087 0.0021 -0.0046 -0.0003
Si 23.1133 12.2297 13.6185 -0.0071 -0.001 -0.003
Si 25.8334 14.9425 13.618 0.0015 0.0042 -0.0026
Si 28.5549 1.3445 13.6021 0.0034 0.0002 -0.0013
Si 31.2765 4.0711 13.5861 0.0079 -0.0031 0.0019
Si 28.5512 6.7881 13.5964 -0.0008 -0.001 0.002
Si 31.2747 9.5075 13.588 -0.008 0.0002 0.005
Si 28.555 12.2211 13.604 -0.0021 0.0003 0.0022
Si 31.2804 14.9451 13.5907 0.0049 -0.0012 -0.0011
Si 0.0011 16.3124 14.9404 -0.0028 0.0028 -0.0024
Si 2.7185 2.7227 14.9336 -0.0077 -0.0058 0
Si -0.0069 5.4404 14.9379 -0.0063 -0.0005 -0.0011
Si 2.7175 8.1625 14.9215 -0.0021 -0.0036 -0.004
Si -0.0035 10.8779 14.9355 0.0084 -0.0001 -0.002
Si 2.7229 13.605 14.9375 0.0067 0.0017 -0.0015
Si 5.4482 16.3312 14.9419 0.0052 0.0057 0.0005
Si 8.1635 2.7306 14.9405 -0.0063 -0.0059 -0.0007
Si 5.4437 5.4447 14.9215 -0.0059 0.0019 0.0006
Si 8.1717 8.1706 14.9359 0.0021 0.0022 0.0004
Si 5.4467 10.8867 14.929 0.0032 0.0006 -0.0031
Si 8.1761 13.6085 14.9406 0.0031 0.0055 -0.0029
Si 10.8882 16.3277 14.9464 -0.0055 -0.0092 0.0017
Si 13.6093 2.7281 14.9613 0.0006 0.003 0.0005
Si 10.8881 5.4511 14.9521 -0.0014 -0.0062 0.0006
Si 13.6081 8.1665 14.9702 -0.0006 -0.0054 0.0031
Si 10.8976 10.8897 14.9527 0.0057 -0.0008 0
Si 13.6101 13.6016 14.9618 -0.0036 -0.0022 0.0002
Si 16.3243 16.3203 14.9757 0.0004 0.0026 0.004
Si 19.0345 2.717 14.9918 0.0004 -0.0005 0.0005
Si 16.3194 5.4449 14.9803 -0.0019 0.0015 0.0016
Si 19.04 8.1564 14.9868 0.0004 0.0033 0.001
Si 16.3249 10.8779 14.9794 -0.0005 0.0021 0.0085
Si 19.0399 13.5963 14.9824 0.0065 0.0046 0.0009
Si 21.7522 16.3087 14.991 0.0001 -0.0011 -0.0017
Si 24.4711 2.7124 14.9807 -0.002 -0.0018 -0.001
Si 21.7554 5.4343 14.9903 -0.0006 0.0006 0.0025
Si 24.4767 8.1517 14.9786 -0.0011 -0.0003 -0.0006
Si 21.7565 10.8715 14.9858 0.0015 0.0037 0.0009
Si 24.4724 13.5821 14.9832 -0.0002 -0.0012 -0.0023
Si 27.1936 16.3088 14.9683 0.0048 -0.0028 -0.0001
Si 29.9166 2.7133 14.9493 -0.002 0.0049 -0.0035
Si 27.192 5.4341 14.9656 0.0007 -0.0022 0.0032
Si 29.9098 8.1521 14.9519 0.0036 -0.006 0.0014
Si 27.1947 10.8621 14.9712 -0.0024 -0.0006 0.002
Si 29.9172 13.5874 14.9536 0.0046 0.0014 -0.0025
Si 1.3631 14.9609 16.3017 0.001 0.0002 0.0009
Si 4.0819 1.3724 16.2943 -0.0054 0.0028 0.001
Si 1.3565 4.0841 16.2903 0.003 0.0084 0.0046
Si 4.0815 6.8049 16.2712 0.0044 -0.0004 -0.0016
Si 1.3612 9.5209 16.2842 -0.0022 0.0045 0.0059
Si 4.088 12.2458 16.2855 -0.0006 -0.0007 0.001
Si 6.8213 14.9752 16.2909 0.0015 -0.0062 0.0029
Si 9.5277 1.3707 16.2957 0.0022 0.0065 -0.0031
Si 6.801 4.0959 16.2902 0.0015 0.0106 -0.0013
Si 9.5299 6.8174 16.3039 0.0016 -0.0045 0.0035
Si 6.8146 9.5372 16.2863 -0.0034 -0.0005 0.004
Si 9.5411 12.2547 16.3037 -0.0037 -0.0033 0.0018
Si 12.2486 14.967 16.3079 0.0011 0.0127 -0.0045
Si 14.9655 1.3661 16.329 -0.0042 -0.0051 -0.002
Si 12.2535 4.096 16.3132 0.0025 -0.0029 -0.0015
Si 14.9652 6.8096 16.3413 -0.0001 -0.0035 0.0059
Si 12.2538 9.5345 16.3246 -0.0022 0.0052 0.0016
Si 14.9627 12.2383 16.3323 -0.0033 0.0064 0.0018
Si 17.6798 14.9562 16.3424 -0.0029 -0.001 0.0006
Si 20.3909 1.3496 16.3541 0.0022 -0.0021 0.0016
Si 17.6735 4.0837 16.3492 -0.0018 0.0016 0.0041
Si 20.3946 6.7933 16.3527 0.0029 -0.0068 -0.0018
Si 17.6801 9.5145 16.3473 0.006 -0.0032 -0.0004
Si 20.3919 12.2271 16.346 -0.0034 -0.0005 -0.0032
Si 23.1065 14.935 16.3479 -0.0002 0.003 0.0023
Si 25.8309 1.3463 16.332 -0.0019 0.003 -0.0014
Si 23.1158 4.0733 16.3497 0.0001 -0.0055 -0.0026
Si 25.8358 6.7901 16.3386 -0.0033 -0.0053 0.0031
Si 23.1157 9.5062 16.3445 -0.0027 -0.0042 -0.0015
Si 25.8291 12.2109 16.3384 0.001 0.0039 0.0017
Si 28.5559 14.9438 16.3174 -0.0012 0.001 0.0017
Si 31.2796 1.3503 16.2978 0.0085 -0.0106 0.0005
Si 28.5585 4.0733 16.3127 0.0044 -0.0085 0.0007
Si 31.2721 6.7944 16.3037 -0.0046 0.0053 0.0051
Si 28.554 9.5007 16.3313 -0.0014 0.0014 0.0021
Si 31.2783 12.2273 16.3087 0.0005 -0.0003 0.0026
Si 2.7221 16.3338 17.6527 0.0048 0.0001 0.0008
Si 5.4363 2.7437 17.6483 0.0007 -0.0094 -0.001
Si 2.7243 5.451 17.6348 -0.0029 0.0059 -0.0055
Si 5.4419 8.1714 17.6177 -0.0105 -0.0088 -0.0072
Si 2.7225 10.8859 17.6362 0.0033 -0.004 -0.001
Si 5.4593 13.6087 17.6292 -0.0017 0.0048 -0.0045
Si 8.1798 16.3303 17.6594 -0.0003 0.0022 0.0024
Si 10.8911 2.727 17.6503 -0.0047 0.0002 0.0024
Si 8.1597 5.4585 17.6483 -0.0081 -0.006 0.0064
Si 10.8893 8.1743 17.6721 0.0014 0.0044 0.0009
Si 8.1794 10.8936 17.6506 0.0048 0.0034 0.0034
Si 10.9022 13.6075 17.6729 0.0068 0.006 0.0001
Si 13.6045 16.3175 17.6755 -0.0072 -0.0076 -0.0024
Si 16.3162 2.7183 17.7074 -0.0058 -0.0005 0.0044
Si 13.6043 5.4473 17.6949 -0.0038 -0.0006 0.0021
Si 16.3191 8.1658 17.7171 0.0066 0.0027 0.0013
Si 13.6127 10.8816 17.7045 0 -0.0003 0.0014
Si 16.3234 13.5872 17.6978 -0.0027 -0.0001 0.0041
Si 19.0345 16.304 17.7199 0.0005 0.0029 0.0039
Si 21.7459 2.7202 17.7095 0.0096 0.005 -0.0001
Si 19.0222 5.4493 17.7191 0.0097 -0.0019 0.0025
Si 21.7604 8.1477 17.7125 0.0022 0.0061 0.0015
Si 19.0388 10.866 17.7145 0.0048 0.0052 -0.0014
Si 21.7529 13.5669 17.7187 -0.0081 -0.0037 -0.0011
Si 24.4693 16.3021 17.6929 0.0016 -0.001 0.0037
Si 27.1985 2.7157 17.6739 0.0064 0.0062 -0.0071
Si 24.4784 5.4343 17.7098 0.002 0.0001 0.0005
Si 27.1955 8.1428 17.7067 -0.0015 -0.0052 -0.002
Si 24.4768 10.8486 17.7176 -0.0081 0.0022 0.0001
Si 27.1992 13.5751 17.6768 -0.0002 -0.0011 -0.0044
Si 29.9223 16.3115 17.6618 0.0014 0.0068 -0.0016
Si -0.0076 2.7243 17.6461 -0.0042 -0.0073 -0.0024
Si 29.9112 5.4401 17.6721 -0.0016 -0.007 -0.0038
Si -0.001 8.1643 17.6429 0.0025 -0.0048 -0.0046
Si 29.9256 10.8626 17.6779 0.0018 -0.0002 0.0011
Si 0.0031 13.5941 17.6562 0.0016 0.003 0.0004
Si 1.3625 1.3872 19.0057 -0.0054 0 0.0059
Si 4.079 4.1106 19.0099 -0.0141 0.0156 0.0056
Si 1.3698 6.8157 18.9866 -0.0003 -0.005 -0.0007
Si 4.094 9.5298 18.9768 0.0073 -0.0048 -0.0018
Si 1.3638 12.2307 19.0076 0.0065 -0.0006 0.0092
Si 4.0994 14.9628 18.9803 0.0151 -0.0061 0.0007
Si 6.804 1.3812 18.9881 -0.0019 0.0098 0.0035
Si 9.5335 4.0981 18.9889 0.007 -0.0054 0.0006
Si 6.79 6.829 18.9897 -0.0061 0.0184 -0.0002
Si 9.5276 9.5357 19.0248 0.002 0.0011 0.0086
Si 6.8269 12.2686 18.994 -0.0026 0.0004 0.0016
Si 9.5529 14.9782 19.0244 0.0005 0.0011 0.0063
Si 12.2414 1.3654 19.0181 0.0035 -0.002 -0.0073
Si 14.952 4.0799 19.0664 0.0022 -0.0017 0.0031
Si 12.2534 6.8293 19.0429 -0.0026 -0.015 0.0036
Si 14.9705 9.5301 19.0874 -0.0021 0.0006 0.0021
Si 12.2528 12.2503 19.0523 0.0019 0.003 0.0017
Si 14.9547 14.9496 19.0405 -0.0113 0.0094 -0.0047
Si 17.6714 1.3535 19.0748 0.0053 -0.0094 0.0003
Si 20.3826 4.0866 19.0728 -0.0058 -0.0007 -0.0039
Si 17.6657 6.8096 19.0962 -0.0058 0.0065 0.0013
Si 20.3976 9.5003 19.077 -0.0009 -0.0014 -0.0004
Si 17.6639 12.2137 19.0725 0.0038 0.002 0.003
Si 20.381 14.9157 19.0784 0.0085 0.0007 0.0008
Si 23.1088 1.3474 19.0519 -0.0132 0.0031 -0.0035
Si 25.8596 4.0773 19.0528 0.0016 -0.0161 0.0006
Si 23.1205 6.7931 19.0813 -0.0021 -0.0079 0.0011
Si 25.8344 9.486 19.0874 -0.0025 -0.0002 0.0024
Si 23.1028 12.1898 19.0846 0.0023 0.0006 0.0042
Si 25.8328 14.9248 19.0341 0.0017 -0.0013 -0.0047
Si 28.562 1.3531 19.018 -0.002 -0.0003 0.003
Si 31.2721 4.0753 19.0139 0.0035 0.0051 0.008
Si 28.5611 6.7835 19.0635 0.0009 0.0009 0.0067
Si 31.2937 9.5025 19.0331 0.0021 -0.0022 0.0082
Si 28.56 12.2154 19.0366 -0.0016 0.0075 0.0002
Si 31.2841 14.9522 19.0155 -0.0035 -0.0026 0.003
Si -0.0019 16.3435 20.3481 0.0078 0.006 0.0008
Si 2.7121 2.7617 20.371 -0.0008 0.0097 0.0049
Si 0.0184 5.4443 20.3319 -0.0032 0.0129 0.0028
Si 2.7284 8.185 20.3358 -0.0021 -0.0024 -0.0012
Si 0.0219 10.8626 20.3866 -0.0006 -0.0014 -0.0016
Si 2.7491 13.5959 20.3301 -0.0019 0.0002 0.0013
Si 5.4488 16.3323 20.3337 -0.0126 -0.001 0.0014
Si 8.172 2.741 20.3318 -0.0047 0.0013 0.0043
Si 5.4293 5.4937 20.3607 0.0078 0.0018 -0.0008
Si 8.1339 8.1875 20.3591 -0.0075 -0.0083 -0.0019
Si 5.4666 10.8895 20.3165 -0.0119 -0.0093 0.001
Si 8.1859 13.6235 20.3666 -0.0085 -0.0137 0.0062
Si 10.9145 16.3289 20.3997 0.006 0.0035 0.0125
Si 13.5756 2.7098 20.403 -0.0034 -0.0035 0.0056
Si 10.8705 5.4657 20.3593 0.0018 -0.0052 0.0024
Si 13.6076 8.1722 20.44 0.0029 0.0116 0.0013
Si 10.8855 10.8895 20.3975 -0.0047 -0.0013 0.0027
Si 13.6232 13.5916 20.4279 0.0048 -0.0045 0.0127
Si 16.2985 16.2973 20.4121 0.0056 -0.0069 0.0023
Si 19.0208 2.7301 20.4359 -0.0014 0.0054 0.0069
Si 16.2923 5.4445 20.4449 0.0046 0.001 0.0064
Si 19.0215 8.1842 20.4612 0.0031 -0.0038 0.0028
Si 16.3203 10.8794 20.4821 -0.0052 -0.0023 0.0008
Si 19.0214 13.5404 20.4484 0.0027 -0.0051 0.0019
Si 21.7469 16.294 20.4049 0.012 0.0027 0.0007
Si 24.4916 2.7106 20.3863 -0.0012 0.0038 -0.0063
Si 21.7295 5.4597 20.4353 -0.0065 0.0064 0.0016
Si 24.4852 8.1209 20.4772 0.0003 0.0062 0.0083
Si 21.7601 10.8135 20.4733 -0.0024 -0.0036 0.0082
Si 24.4877 13.5527 20.4057 0.001 0.0099 -0.0003
Si 27.2127 16.2891 20.3587 -0.0026 0.002 -0.0049
Si 29.8947 2.7355 20.3834 0.0017 -0.0078 0.0075
Si 27.2071 5.4293 20.4488 0.0023 -0.006 -0.0037
Si 29.9461 8.1362 20.407 0.003 -0.0086 -0.0052
Si 27.2221 10.8468 20.4179 0.0055 0.0046 0.0058
Si 29.9349 13.5757 20.376 -0.0002 0.005 0.0017
O 2.8706 11.2199 27.6475 0.2043 -0.0311 0.1052
O 24.8474 1.0333 37.1487 0.1919 -0.1331 -0.1263
O 2.7155 16.387 27.2866 0.0868 0.2292 0.1133
O 4.5701 1.5921 28.1327 0.1893 0.5726 -0.007
O -0.4031 12.5598 28.1583 -0.0998 0.0016 0.0204
O 6.3496 9.1188 28.4296 0.2006 -0.2274 0.2089
O 1.4716 2.9996 35.3027 -0.1324 0.0415 -0.6266
O -0.0075 7.4709 28.3902 0.5465 0.1439 0.0089
O 8.0129 5.5434 27.6733 0.1527 -0.14 0.5603
O 9.2173 14.364 35.7674 0.0546 0.6008 0.1977
O 11.606 9.1082 28.5946 -0.0699 -0.0904 0.1879
O 7.6044 9.3038 31.9007 0.0739 -0.3661 0.4787
O 17.5386 0.1391 30.7056 -0.1577 0.0938 0.0031
O 13.5012 16.3491 27.6353 0.1593 -0.2234 0.1922
O 18.822 5.187 27.6106 -0.1574 0.099 0.4931
O 9.5318 7.521 28.5402 -0.1362 -0.0534 0.3286
O 20.2683 12.2927 28.7813 0.129 0.4305 0.5124
O 27.8816 4.8971 37.6261 -0.5593 0.0798 -0.2093
O 27.4512 13.5703 35.6913 0.3436 -0.2548 -0.0885
O 16.8204 1.3807 32.9027 -0.4354 -0.3057 -0.1589
O 17.6848 14.769 28.7515 -0.5854 -0.1789 0.0215
O 28.6619 9.2748 28.6937 -0.0342 0.1611 0.4935
O 25.3365 5.4212 27.8893 0.1534 -0.1018 -0.3172
O 28.5541 4.4327 28.6145 -0.2424 -0.2477 0.4942
O 7.3469 5.2317 34.3802 0.3798 0.0008 0.1877
O 3.3995 9.577 35.5202 0.0545 -0.4087 0.1175
O 2.9836 1.905 37.2614 -0.2852 0.2776 -0.1304
O 7.8228 10.9613 34.457 -0.1718 -0.2522 0.1701
O 28.0774 9.6696 37.5896 -0.1469 0.2867 -0.0371
O 7.4423 3.0565 38.3157 -0.0385 0.0011 -0.3941
O 24.048 6.8833 32.3283 -0.3968 0.1868 0.5339
O 15.0602 12.347 28.7501 0.5011 -0.11 0.0407
O 12.2478 0.245 34.8586 -0.0428 -0.0427 -0.4689
O 7.4127 8.2202 38.2372 -0.0813 -0.1103 -0.4981
O 26.4829 8.6366 35.8302 -0.3007 0.2439 -0.1702
O 18.9391 2.1747 31.4464 0.0684 -0.2782 -0.141
O 31.6498 0.2456 30.8022 0.0909 0.2001 0.1479
O 25.4069 6.6617 37.2295 0.2961 -0.434 -0.0299
O 2.8396 5.3936 27.5874 -0.069 0.0104 0.4617
O 28.1635 11.9203 29.8074 0.2797 -0.466 -0.3893
O 13.5743 7.5255 37.5909 0.0999 -0.4153 -0.1492
O 20.0512 0.9287 37.4886 -0.2857 0.0417 -0.1826
O 27.6902 11.0182 35.5406 0.485 0.0792 -0.4337
O 15.5429 4.503 29.383 0.0366 0.2882 -0.294
O 14.9433 2.0231 28.5093 -0.0825 0.1314 0.3198
O 23.3532 14.9226 32.7623 -0.4819 0.2006 0.1185
O 16.8789 4.3447 37.2457 0.4937 -0.0297 -0.4048
O 18.2098 13.8394 38.4327 -0.1097 -0.0994 -0.1597
O 30.6869 11.3843 37.6443 -0.1963 0.0331 -0.3154
O 26.0893 12.8555 28.5068 -0.1153 0.0687 0.1903
O 20.1023 8.0179 33.1958 0.6089 0.0588 -0.0077
O 31.8635 16.3339 35.1967 -0.0892 0.2361 -0.6081
O 0.6809 6.8011 32.9549 -0.1553 -0.1055 -0.3081
O 12.2721 1.959 32.8661 0.3099 0.6998 -0.124
O 14.1796 10.0215 37.0375 -0.0289 0.2089 0.2307
O 15.1441 12.2736 37.6058 0.4964 0.2989 -0.3492
O 25.8352 12.1806 37.2886 0.3318 -0.1706 -0.1256
O 6.8955 13.3214 35.184 -0.1753 0.3437 -0.2171
O 18.5432 10.4789 28.384 0.0447 -0.0264 0.1014
O 13.3808 5.3358 27.521 0.0966 0.093 0.4502
O 29.1912 13.4952 38.4223 -0.0736 -0.0247 -0.2814
O 10.7452 13.8183 30.7969 -0.3343 -0.3144 0.2068
O 23.5373 15.7323 28.0748 -0.3002 0.1096 -0.0601
O 18.4464 7.7337 35.2005 -0.1474 0.4008 0.0604
O 4.3351 13.3845 28.5444 0.0259 -0.063 0.3881
O 10.5804 6.8264 35.6126 0.3986 0.0839 0.0132
O 9.3754 1.8199 37.1881 0.3246 -0.438 -0.304
O 23.3134 4.0347 28.7164 -0.0156 -0.2059 0.5794
O 6.4649 14.8164 28.3807 0.0239 -0.3511 0.3749
O 22.7489 9.1928 28.4582 -0.3858 -0.5732 0.1874
O 25.4351 10.5324 31.4312 0.1867 0.2775 -0.3407
O 20.8438 6.0298 28.8321 0.4611 0.1152 0.0466
O 5.768 4.894 37.5212 -0.0471 -0.2209 -0.3208
O 27.1456 2.6162 27.5536 0.1064 0.1249 0.1487
O 8.1536 12.6586 37.4268 -0.2346 -0.1814 -0.1745
O 4.9845 9.4722 32.2236 -0.2177 -0.1185 0.6304
O 1.8471 0.392 35.4495 0.4286 -0.34 -0.2974
O 12.7934 14.3468 32.5146 0.2166 -0.2342 0.4988
O 23.7178 8.3516 38.2549 -0.0261 0.1358 -0.2069
O 31.0169 8.683 36.9976 -0.1274 -0.0439 0.3229
O 21.7986 10.1085 37.55 -0.4263 0.3449 -0.0421
O 29.9253 16.1672 27.5874 0.0757 -0.1006 0.5389
O 31.9804 14.0255 30.2115 -0.0151 -0.1582 -0.1335
O 5.4246 2.1279 30.405 0.4075 -0.1898 0.3409
O 14.6667 1.2303 37.4456 -0.1777 0.1011 -0.4912
O 8.4849 3.4991 32.79 0.0991 -0.3324 0.0611
O 10.1972 12.0489 34.8445 0.2369 -0.1939 0.2611
O 10.2626 14.206 33.3342 -0.3432 0.1658 -0.2405
O 22.1386 14.1788 30.7118 -0.0416 -0.2207 -0.3641
O 23.4664 1.6867 32.3901 -0.3115 0.017 0.2049
O 1.2287 8.0762 35.2106 0.0149 0.028 0.4426
O 12.931 3.0015 38.3594 0.1059 0.0321 -0.1814
O 11.5244 5.1619 37.5642 0.2065 0.1149 -0.127
O 14.4397 14.1098 30.5463 0.0735 0.3341 -0.3336
O 1.4166 7.9094 30.6693 0.4756 -0.0252 -0.0981
O 4.84 0.141 38.0539 0.0879 -0.1347 -0.5108
O 30.73 0.9648 37.3375 0.5685 -0.0835 -0.0523
O 16.7075 13.1324 33.8521 -0.4159 -0.0396 -0.0085
O 19.6912 14.9322 30.3547 0.2949 -0.0358 -0.305
O 5.3576 11.3562 30.5047 0.0413 0.0471 -0.4626
O 11.748 15.7401 37.3496 -0.1289 0.6316 -0.2118
O 27.0238 16.1424 35.1824 -0.0153 0.7185 0.2598
O -0.5096 12.403 33.7144 -0.7041 0.25 0.1691
O 20.3531 16.182 35.1202 -0.2788 0.2186 -0.437
O 2.8042 1.6505 30.0895 -0.1952 -0.4234 0.3981
O 29.7727 14.842 31.2635 -0.0519 0.1596 -0.2915
O 20.7278 6.2634 35.1465 0.3241 -0.1891 -0.4321
O 18.2421 2.1512 34.9252 0.3575 -0.3817 0.4853
O 21.7927 15.2884 37.2984 -0.2287 -0.2481 -0.3103
O 19.8146 3.9925 35.8551 -0.2443 -0.2346 0.4245
O 24.44 2.0446 34.7687 -0.0199 0.724 0.0785
O 16.7274 10.0836 37.4531 0.2227 -0.2244 -0.5806
O 25.6643 0.7732 28.6279 0.4762 -0.1366 0.6761
O 29.9662 3.5026 33.0468 -0.0946 0.1162 -0.1205
O 10.113 11.0541 38.218 -0.1506 0.1935 -0.5818
O 14.8271 9.1431 30.3536 -0.1718 -0.0581 0.0329
O 21.9128 4.7518 37.2387 0.2508 0.1246 -0.3143
O 22.3201 1.293 36.2134 -0.1785 0.7354 0.1223
O 19.7047 4.6155 31.0206 -0.3014 -0.1095 0.0716
O 16.3672 15.5181 37.5519 0.1536 -0.2026 -0.3418
O 22.5431 8.4057 30.9018 -0.1893 0.2008 0.3278
O 27.2776 14.2497 30.5376 -0.3001 0.4372 0.1216
O 1.6021 13.1636 32.4148 0.3136 0.3893 0.2749
O 6.3126 7.3794 33.2008 -0.2629 -0.0945 -0.0708
O 9.8744 3.2755 30.5265 0.1526 -0.188 0.3729
O 29.7973 1.6112 34.9245 -0.1693 -0.0523 -0.2288
O 14.5447 4.8414 36.0527 -0.2115 0.3119 0.0142
O 26.8695 7.6359 27.8405 0.1251 0.3756 -0.1222
O 2.5464 8.6064 33.0576 0.1449 0.1438 -0.4515
O 21.026 8.7556 35.5088 0.1055 -0.0187 0.3409
O 17.317 3.065 28.1473 0.4766 -0.4667 -0.0788
O 2.087 13.5154 38.1837 0.0232 0.0873 -0.1506
O 19.3393 0.294 27.6576 0.0182 -0.0195 0.3306
O 9.9972 1.66 28.4754 0.1726 -0.151 0.3204
O 30.0545 7.6907 0.0858 -0.2441 -0.1566 -0.2014
O 3.629 6.3883 37.2905 -0.2237 0.0548 -0.4312
O 20.658 9.928 29.881 -0.0934 -0.2817 0.0468
O 20.7074 11.2752 35.3152 -0.0522 -0.0224 -0.6139
O 27.8238 3.6327 31.4703 -0.2307 -0.1362 0.0361
O 18.8016 11.4907 30.8691 0.0146 0.4383 0.2997
O 12.0084 1.8189 30.2294 0.2957 -0.1691 -0.2786
O 16.1302 0.5759 35.3485 0.3516 -0.2886 -0.17
O 13.2599 8.5879 35.1256 -0.2457 0.1007 -0.3798
O 31.7513 9.0723 30.3203 -0.5734 -0.1161 -0.1516
O 21.9252 13.7431 27.5461 0.2193 0.119 0.3002
O 3.6986 11.6466 37.2336 -0.2936 0.1891 -0.1719
O 16.3289 6.8922 36.654 -0.2292 0.5077 0.3027
O 9.9667 12.678 28.5324 -0.1678 -0.1055 0.5026
O 30.2997 11.1257 31.0825 0.1365 0.3434 -0.3609
O 3.1154 6.3515 31.8485 0.3457 0.2424 -0.0769
O 31.3805 7.4008 34.6831 -0.0126 0.2528 -0.5339
O 1.2979 10.5599 34.2785 0.2086 0.4357 -0.1497
O 14.5413 7.3618 28.4775 -0.4239 0.2253 0.248
O 25.5706 14.4711 33.8301 0.3614 -0.5701 -0.4157
O 26.2404 8.3498 32.7777 -0.1167 0.1215 0.4108
O 6.0208 7.6776 30.5993 0.3768 -0.6543 0.1059
O 23.176 10.5654 35.4352 0.5859 -0.2486 0.2507
O 5.2826 11.284 35.113 -0.2119 -0.0419 -0.4431
O 24.4562 12.9697 31.2349 0.5426 0.0464 -0.2085
O 13.9957 7.1567 33.1239 0.4383 0.0323 -0.1404
O 8.1903 0.0942 27.4564 0.2077 -0.1267 0.1801
O 20.3826 3.1082 33.372 0.3726 -0.3681 0.2512
O 15.4613 15.0898 32.7866 -0.0291 0.1035 0.251
O 29.9621 4.9608 30.7906 0.6309 0.1869 0.3912
O 7.3467 4.0356 30.5878 0.0617 0.0619 -0.0191
O 0.5854 5.53 35.2379 0.1716 0.1817 0.1859
O 16.4535 2.4389 30.5823 -0.3284 0.1317 0.3565
O 11.4373 14.8845 28.4373 -0.3991 0.3001 0.2619
O 2.207 4.1648 30.7371 -0.1525 0.4263 -0.1946
O 26.6352 8.5675 30.2397 -0.5892 0.0014 -0.1101
O 13.7073 0.2143 31.4508 0.4008 0.2278 -0.1246
O 13.1392 2.7199 35.2237 -0.0693 0.071 0.3622
O 29.2028 2.8024 38.3732 -0.0081 0.0442 -0.3635
O 25.4612 11.8064 34.7537 0.2957 0.0189 -0.3729
O 31.5178 1.6521 28.5511 0.1369 0.1248 0.1412
O 19.8363 13.7161 35.0775 -0.0793 -0.0556 0.1696
O 27.3687 6.1687 35.4798 0.1131 -0.214 -0.6682
O 28.5487 12.7397 32.2593 0.3056 0.0113 0.656
O 16.5024 5.9545 34.3864 -0.1359 -0.196 0.2518
O 5.673 6.7893 35.683 0.0291 0.6093 0.1746
O 7.887 11.7605 30.9203 0.2278 0.1571 -0.4404
O 11.1028 16.2036 31.7823 -0.6177 0.1779 -0.1564
O 10.9281 7.629 30.7346 0.4501 0.1872 -0.0839
O 23.6791 3.0067 38.2571 0.0084 0.0674 -0.0211
O 14.3232 9.7248 32.9026 -0.3159 0.2799 0.1392
O 10.5492 2.1903 34.8657 -0.1199 -0.0962 -0.3979
O 1.4552 3.288 28.4084 -0.0507 -0.1069 -0.0805
O 21.483 0.3171 31.2802 -0.353 0.1563 0.1642
O 26.4086 5.7244 32.3817 0.2444 0.0471 -0.1514
O 19.776 6.189 37.5152 -0.1923 -0.1823 -0.2308
O 11.5729 3.7336 28.5055 0.0648 0.3165 0.0822
O 30.6274 5.8974 28.3755 0.2349 -0.5014 0.2125
O 23.5074 11.3012 33.0123 -0.4275 -0.0346 0.1866
O 18.3923 8.2884 38.3626 -0.1497 -0.0571 -0.2474
O 28.5439 6.8453 29.7279 -0.1318 0.0002 0.5209
O 9.302 5.6377 31.4253 -0.3716 0.1792 -0.3429
O 4.5249 15.8691 29.8426 -0.457 -0.0199 0.4339
O 8.1404 10.9359 27.6709 -0.0807 0.0528 0.4733
O 5.4835 9.7513 37.2523 0.2613 -0.3375 -0.2818
O 23.8408 15.8116 35.2294 -0.2371 -0.1632 0.1407
O 3.8005 2.0751 34.7528 0.395 -0.6625 -0.1208
O 18.3904 2.7318 38.3934 -0.1306 0.1169 -0.5175
O 25.1194 6.7822 34.5646 -0.4766 -0.0967 0.1342
O 4.2913 4.5767 35.3946 -0.1519 0.0285 -0.0581
O 30.1869 10.9975 27.5527 -0.0004 -0.0503 0.238
O 25.8388 0.69 32.9863 0.3566 0.0419 -0.5306
O 29.4495 15.4533 35.849 0.3265 -0.3847 0.0349
O 17.9811 6.7064 32.5159 -0.3305 0.2187 0.01
O 16.1549 6.8626 30.4056 0.501 0.1681 0.1315
O 13.0334 13.7528 38.3712 0.1226 -0.1372 -0.3236
O 6.1889 12.3357 32.8595 -0.2256 0.3445 0.2035
O 15.8835 8.445 34.5595 0.3522 0.3941 0.1796
O 9.6702 4.3131 36.0466 0.1191 0.0566 -0.2164
O 20.1224 12.4655 37.4635 0.4634 -0.3643 -0.1675
O 25.5443 3.2862 32.724 -0.2037 0.1043 0.2061
O 24.533 15.4451 30.4551 0.2448 0.0366 0.2631
O 28.3871 14.0773 28.2188 0.0433 -0.0063 0.1689
O 28.9762 4.0808 35.3746 -0.4691 -0.0453 -0.1593
O 12.527 12.7098 29.2479 -0.0116 -0.4722 -0.162
O 9.8746 7.5103 33.1487 -0.3055 0.1587 -0.2643
O 23.9429 6.4271 29.76 -0.1509 0.4553 -0.193
O 5.8952 3.2239 33.6542 0.1242 -0.1449 -0.5012
O 0.3061 11.2358 31.1347 -0.0998 -0.0458 0.1108
O 23.0124 10.939 30.4493 0.0386 0.5179 -0.1259
O 27.9764 10.1728 31.8565 0.207 -0.2201 0.2059
O 1.1705 9.6943 28.7387 -0.0564 0.261 0.3221
O 18.1324 15.2824 33.7084 -0.2011 0.4683 0.2125
O 13.9226 5.5382 31.1133 -0.4793 -0.0989 -0.3048
O 15.704 3.0353 34.5693 0.2843 0.1378 0.0282
O 14.1245 15.323 36.1455 0.366 -0.3919 -0.3792
O 27.495 15.3583 37.6156 -0.2227 0.2102 -0.1644
O 31.7368 9.8795 32.9114 -0.2111 -0.5191 0.228
O 31.544 3.5372 35.1765 0.1556 -0.2589 0.0963
O 15.8177 11.1648 35.2541 -0.4459 -0.1654 -0.1558
O 21.4575 2.3688 27.6527 -0.1412 0.1071 0.2675
O 23.3598 13.2396 34.8136 -0.3135 0.1254 0.4374
O 18.1565 11.9496 35.8258 -0.2759 -0.301 0.3198
O 9.1101 6.2701 37.6617 -0.1343 -0.2734 -0.0718
O 0.2597 2.4685 30.5756 -0.0629 0.2213 0.3282
O 16.3095 10.9271 31.5315 0.0021 0.3126 -0.1767
O 31.561 5.8137 38.5048 0.1219 0.1167 -0.3147
O 11.7181 9.2821 37.2554 -0.4616 0.0355 -0.4712
O 13.7738 4.583 33.5638 -0.315 -0.0006 -0.2617
O 18.2836 4.3381 33.6049 -0.0887 0.1127 -0.0759
O 9.5055 9.7431 30.1097 -0.0125 0.3352 -0.1864
O 17.9934 10.9374 33.4676 0.6373 -0.2864 0.1618
O 25.4824 4.3266 30.3113 -0.0633 -0.0708 -0.2841
O 2.9191 11.0781 31.3946 -0.1731 -0.3245 0.4192
O 24.5722 10.8907 27.606 -0.0978 -0.2113 0.5586
O 20.5321 14.7857 32.833 0.3146 -0.1085 0.2015
O 2.0151 8.2515 38.2718 -0.1447 0.2004 -0.2244
O 5.992 13.7956 30.6686 0.0188 0.2114 0.3475
O 21.8906 5.8897 31.2567 0.0245 -0.5403 0.2314
O 0.3814 10.2019 37.6022 0.0705 0.5321 -0.2945
O 4.6841 7.0446 28.4298 0.3103 -0.1018 0.2424
O 11.7367 5.8263 32.4824 -0.0154 -0.4679 0.291
O 15.0905 5.621 38.4798 0.0543 -0.3543 0.2795
O 6.0285 3.9052 28.439 -0.5741 -0.0434 0.0215
O 27.8496 15.2817 32.8829 0.4349 0.3431 0.0117
O 18.1911 9.1092 31.631 0.0039 -0.1524 -0.0713
O 31.5428 10.5732 35.3918 -0.2172 -0.0324 -0.298
O 6.9232 14.9651 37.2056 -0.0676 0.2998 -0.3756
O 9.6669 10.7317 32.5877 0.6628 0.0149 0.0601
O 16.2883 4.802 31.9567 0.1071 -0.6723 0.0688
O 21.5305 2.8456 31.0258 0.2547 0.245 -0.1619
O 30.1617 2.3868 30.7084 -0.2054 -0.1533 0.0716
O 23.3924 1.3917 29.8001 -0.0261 0.2835 -0.4274
O 4.0662 9.2342 29.7823 -0.4637 0.0644 -0.3739
O 4.7992 4.6617 30.6933 0.1481 0.531 0.0901
O 0.3863 4.0059 37.3567 -0.0265 -0.1432 -0.1334
O 0.919 14.8441 28.2963 -0.1297 0.3413 0.3948
O 13.8899 11.5313 31.0563 -0.5112 0.0394 0.379
O 29.7647 6.3928 36.4157 0.4714 -0.0385 0.1133
O 1.6976 12.8885 29.8043 0.627 0.1107 -0.3251
O 9.9575 9.4242 34.895 0.4872 0.1236 0.4609
O 11.8498 14.0237 35.4227 0.421 -0.3443 0.0973
O 23.7852 13.7196 38.184 -0.267 0.0173 -0.0977
O 29.0691 8.7158 35.2836 -0.1772 -0.091 -0.6395
O 0.4579 15.2465 37.1829 -0.402 0.0922 -0.2876
O 0.9617 14.3851 34.7081 0.2299 -0.223 0.0481
O 19.6958 7.249 30.6802 0.1171 0.2903 -0.3443
O -0.5676 14.7827 32.6626 -0.2393 0.4605 0.4355
O 13.5347 10.6337 27.5846 -0.0829 -0.1606 0.398
O 16.7808 8.6433 28.5642 0.2973 0.0738 0.1606
O 17.4545 14.0288 31.4386 -0.1768 -0.4299 -0.2119
O 8.1115 7.6134 35.1072 -0.1146 0.1431 0.3459
O 3.533 4.0117 32.9554 -0.3884 -0.1176 0.0374
O 7.938 2.6883 35.1565 -0.3852 -0.4728 0.2426

Results
total energy: -218737.123 eV
total energy less fixed offsets of O -438.35, Si -107.03 eV per atom: -18.403 eV
